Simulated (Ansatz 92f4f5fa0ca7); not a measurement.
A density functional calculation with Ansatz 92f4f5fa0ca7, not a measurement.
Periodic cell of 276 atoms, Si163O107As6, from a study of silicon, its oxide and their interface. The atomic structure is a simulated model.
Doubt: the cutoff is far below the 930 eV that the study's wrapper takes by default for these files, so forces and energies are approximate.
This geometry differs little from another in the collection (a relaxation step or a small displacement).

Settings: functional PBE; potential files Ansatz PAW; basis plane waves; wave-function cutoff 580 eV; density cutoff ratio 5; exchange-correlation grid ratio 1; k mesh 1 x 1 x 1, Gamma-centred; self-consistency stop 5e-08 eV per atom in the density residual; occupations fixed; spin none; net charge 0.

Cell vectors (angstrom)
a 11.6015 0 0
b 0 13.3963 0
c 0 0 31.1053

Atoms and the computed forces on them: element, x, y, z (angstrom), force x, y, z (eV/angstrom)
Si -0.0412 -0.3383 24.4359 0.0129 0.0159 0.0213
Si 3.7491 -0.3028 24.1471 0.0603 0.0647 0.0109
Si 7.6981 -0.1064 24.3969 -0.0292 0.0111 0.0258
As 1.9305 3.1769 24.0703 -0.0094 -0.001 0.053
Si 5.9348 3.0398 24.38 -0.0824 -0.0083 0.0387
Si 9.7079 3.2591 24.5701 -0.0003 -0.028 0.0443
Si 0.1056 6.5997 24.5386 -0.0175 0.0417 0.0783
Si 3.9585 6.4041 24.3784 -0.0487 0.0138 0.0578
As 7.8647 6.5247 24.1908 -0.0198 0.0082 0.0582
Si 1.8304 9.7123 24.4193 0.0189 0.096 0.074
Si 5.9094 9.5711 24.2213 -0.0138 0.0768 -0.033
As 9.6867 9.8182 24.1985 -0.0088 -0.0035 0.0573
Si 0.0553 2.0118 25.1299 -0.0264 0.0031 -0.1412
Si 3.8551 2.0123 25.0327 0.0279 -0.0318 -0.0687
Si 7.8035 2.0423 25.3929 0.0552 0.0285 -0.0919
Si 1.995 5.3314 25.2209 0.0253 -0.0334 -0.0562
Si 5.9363 5.3566 25.1323 0.0307 -0.0415 -0.1187
Si 9.7329 5.4905 25.2965 -0.01 -0.0154 -0.1096
Si -0.0707 8.7858 25.421 0.0241 -0.0212 -0.1085
Si 3.8731 8.6745 25.1028 0.0295 -0.0177 -0.0181
Si 7.823 8.692 25.277 0.0016 -0.0146 -0.0718
Si 1.9238 12.0007 25.162 -0.0281 -0.0608 -0.0821
Si 5.7731 11.9842 24.8816 -0.042 -0.0407 -0.015
Si 9.5857 12.0421 25.204 -0.0082 0.0063 -0.0951
Si 0.0217 2.1064 27.5085 0.0176 0.0122 0.0308
Si 3.8832 2.0969 27.4516 -0.0254 0.0433 -0.0362
Si 7.7504 2.1364 27.6975 -0.0057 0.0122 -0.0216
Si 1.9752 5.4578 27.5765 -0.0376 -0.0006 -0.0539
Si 5.8214 5.449 27.5057 0.0469 0.0411 0.0273
Si 9.7168 5.5058 27.626 -0.0373 0.0307 0.0548
Si 0.0014 8.8469 27.7126 -0.0506 0.0264 -0.0095
Si 3.8851 8.8181 27.5052 -0.0238 0.0055 -0.0711
Si 7.7355 8.827 27.6055 0.081 -0.0342 0
Si 1.9428 12.1503 27.5375 0.0037 0.0334 -0.0106
Si 5.7834 12.1375 27.3787 -0.0051 0.0362 -0.0692
Si 9.6216 12.1767 27.5638 0.046 -0.0475 0.0101
Si 1.9555 1.0169 28.3118 0.0063 -0.0318 0.0756
Si 5.7906 0.9831 28.3009 0.0048 -0.0654 0.0992
Si 9.6961 1.0142 28.3565 -0.0211 0.0303 0.043
Si 0.0382 4.3491 28.3469 0.0111 -0.013 0.0297
Si 3.9009 4.3407 28.3219 -0.0116 -0.0671 0.0612
Si 7.7516 4.4017 28.3639 0.0332 0.0068 0.0437
Si 1.9621 7.7108 28.3409 0.0507 0.0002 0.0703
Si 5.799 7.6991 28.3236 -0.0338 -0.049 0.0637
Si 9.6662 7.7338 28.3996 -0.0168 -0.0151 0.0301
Si -0.0127 11.1044 28.3591 -0.0097 0.0123 0.0539
Si 3.8838 11.0612 28.3089 0.0066 0.0043 0.0941
Si 7.6905 11.0749 28.331 -0.0313 0.0503 0.0588
Si 1.9336 1.1164 30.7104 0.0649 -0.1949 -0.1713
Si 5.8008 1.1164 30.7104 -0.1051 -0.3218 -0.3162
Si 9.6679 1.1164 30.7104 0.1454 -0.1853 0.1726
Si 0 4.4654 30.7104 0.0629 -0.2191 -0.0056
Si 3.8672 4.4654 30.7104 0.0774 -0.2791 -0.1612
Si 7.7343 4.4654 30.7104 0.0154 -0.0476 0.1443
Si 1.9336 7.8145 30.7104 0.1501 -0.1461 -0.0135
Si 5.8008 7.8145 30.7104 -0.0464 -0.2083 -0.0923
Si 9.6679 7.8145 30.7104 -0.0887 -0.1298 0.4512
Si 0 11.1635 30.7104 -0.0121 0.0522 0.1397
Si 3.8672 11.1635 30.7104 0.0942 -0.1738 -0.2337
Si 7.7343 11.1635 30.7104 -0.1428 -0.0833 -0.115
Si 0 0 0.3944 -0.0097 0.0406 -0.0374
Si 3.8672 0 0.3944 -0.0158 0.201 0.0372
Si 7.7343 0 0.3944 -0.1251 0.1077 -0.1045
Si 1.9336 3.3491 0.3944 0.0649 0.2679 0.1612
Si 5.8008 3.3491 0.3944 -0.0783 0.0934 -0.1343
Si 9.6679 3.3491 0.3944 -0.0723 0.2884 -0.1379
Si 0 6.6981 0.3944 -0.0377 0.0288 -0.0753
Si 3.8672 6.6981 0.3944 -0.0571 0.1921 0.1511
Si 7.7343 6.6981 0.3944 0.0682 0.1555 0.1119
Si 1.9336 10.0472 0.3944 0.1088 0.0676 -0.1129
Si 5.8008 10.0472 0.3944 -0.0477 0.1568 0.09
Si 9.6679 10.0472 0.3944 -0.1046 0.1488 -0.267
Si -0.0075 0.0699 2.7459 -0.0123 -0.0153 -0.0494
Si 3.8401 0.0869 2.7654 0.0532 0.0616 -0.0562
Si 7.695 0.0878 2.7519 -0.0546 0.0062 -0.0364
Si 1.9394 3.4607 2.787 0.0293 0.0371 -0.082
Si 5.7862 3.4018 2.7511 -0.049 0.0188 -0.0559
Si 9.6467 3.4681 2.7443 0.0045 0.0122 -0.0559
Si -0.015 6.7677 2.7583 0.0251 -0.0475 -0.0364
Si 3.8581 6.771 2.7838 -0.0106 0.0515 -0.0836
Si 7.7286 6.7894 2.767 0.038 0.0039 -0.07
Si 1.9421 10.1076 2.7574 -0.0112 -0.0023 -0.0904
Si 5.7754 10.1301 2.7748 0.0128 -0.0231 -0.0833
Si 9.6251 10.158 2.7318 -0.0019 -0.0378 -0.0312
Si -0.0204 2.3345 3.442 -0.0639 -0.0174 -0.0232
Si 3.8547 2.328 3.5962 -0.0013 0.0055 0.0408
Si 7.7315 2.3284 3.5152 0.0736 0.0183 -0.022
Si 1.9175 5.7215 3.6196 -0.0036 -0.0456 0.0725
Si 5.8018 5.6413 3.4981 0.0332 -0.0044 -0.0373
Si 9.6573 5.706 3.6156 -0.0782 -0.0499 0.0074
Si -0.0419 9.0218 3.4228 0.0169 0.1081 -0.0195
Si 3.8684 9.007 3.6099 0.0173 -0.0117 0.0606
Si 7.7176 9.0414 3.5556 -0.0166 0.0008 0.0368
Si 1.93 12.3421 3.5273 -0.1104 -0.065 -0.0587
Si 5.7575 12.3763 3.5501 0.0136 -0.0161 0.0442
Si 9.6237 12.3937 3.5133 0.114 -0.0107 -0.0376
Si -0.0817 2.3906 5.7503 0.0051 -0.0025 0.1034
Si 3.8298 2.421 5.9935 0.032 -0.0188 0.0703
Si 7.7866 2.4153 5.8508 0.0449 0.0186 0.1076
Si 1.8726 5.8938 6.0311 -0.0047 0.0564 0.0645
Si 5.8614 5.6444 5.8257 -0.012 -0.0512 0.1224
Si 9.6091 5.7837 6.0194 0.013 0.0499 0.0731
Si -0.0997 9.2025 5.7276 -0.0792 0.0081 0.0853
Si 3.9143 9.0687 6.025 -0.0186 0.0217 0.0197
Si 7.7044 9.1724 5.9302 0.006 0.0476 0.0431
Si 1.855 12.3486 5.8638 0.028 -0.0109 0.1709
Si 5.7028 12.4837 5.9224 -0.0224 0.0621 0.0254
Si 9.6117 12.5177 5.8471 -0.0707 0.0147 0.1571
Si 1.8128 1.229 6.516 0.0541 0.0288 0.0275
Si 5.8596 1.3343 6.6882 -0.104 -0.0109 0.0188
As 9.6788 1.3081 6.9083 -0.0224 -0.001 -0.0393
Si -0.029 4.5996 6.6611 0.0037 0.0229 -0.0074
Si 3.8533 4.7304 6.7057 -0.039 -0.0233 -0.0474
As 7.7221 4.5675 6.9872 -0.0139 -0.0026 -0.0724
Si 1.7992 8.2987 6.7257 0.0906 -0.0973 0.0186
Si 5.898 7.8502 6.6699 0.0259 0.0498 0.0141
Si 9.6491 8.13 6.7563 0.0315 -0.0828 0.0074
As -0.1343 11.3513 6.8216 0.0354 -0.0052 -0.0807
Si 3.8089 11.3247 6.824 0.0393 -0.0365 -0.0383
Si 7.65 11.4533 6.7238 -0.0081 -0.0763 -0.0618
O 9.7307 8.4524 8.3985 0.0193 0.0634 0.0377
O 5.1969 9.5359 9.6484 0.002 -0.0021 -0.008
O 6.1353 1.3021 8.3428 0.0136 0.0223 0.0301
O 6.2303 7.5736 8.2953 -0.0128 -0.0041 -0.014
O 3.997 4.8543 8.3682 -0.0204 0.0237 0.0043
O 3.75 11.3781 8.5069 -0.0183 -0.0124 0.0691
O -0.0275 4.3898 8.3149 -0.0028 -0.0015 -0.039
O 7.4726 11.6063 8.3809 0.0387 0.0327 0.0581
O 1.4874 1.1685 8.1496 -0.0117 -0.0347 -0.0318
O 11.5306 -0.7603 22.8053 -0.01 0.0063 0.061
O 7.659 0.3413 22.7738 -0.0025 0.024 0.0138
O 3.487 12.9055 22.4856 -0.0211 -0.0018 0.0158
O 6.1662 8.9795 22.6553 0.0131 -0.0347 0.0135
O 9.5947 3.6161 22.9385 0.0135 0.0067 0.0158
O 6.2472 2.6926 22.7596 0.0153 -0.0036 0.0204
O 0.3177 6.9122 22.9077 -0.0085 0.0007 0.0116
O 4.0189 6.3249 22.7141 -0.0077 0.0086 0.0211
O 1.4849 9.3967 22.7987 -0.0206 -0.0533 0.0113
Si 7.7893 5.0949 12.7002 0.0069 0.0124 0.0156
Si 6.6192 -4.124 16.591 0.0113 0.0031 0.0135
Si 5.0058 4.0736 16.5258 -0.0113 -0.0027 0.0054
Si 8.3904 -3.9146 19.2017 0.0078 0.0046 -0.0323
Si -3.406 10.0707 14.2058 0.0026 -0.0136 0.0008
Si 2.8435 11.7753 15.9865 -0.0118 0.0153 0.0029
Si -3.7506 8.0008 11.8906 0.0055 -0.0225 0.0324
Si 3.6717 16.074 14.0437 0.0228 0.0107 0.0018
Si 5.0641 13.3792 14.6117 0.0014 -0.0078 -0.0119
Si 6.8364 6.3655 16.8007 -0.0116 0.0052 0.0101
Si 10.1776 4.7399 19.3389 0.0009 0.0054 -0.0125
Si -0.0971 0.1778 21.4737 0.0332 0.0316 0.0142
Si 0.9635 8.0832 21.956 0.0233 0.0223 0.0286
Si 9.7092 13.9795 11.1384 0.0179 0.0029 0.044
Si 1.2554 9.8149 9.6277 0.0286 -0.0565 -0.0314
Si 0.983 7.7976 16.904 -0.0048 0.005 0.0012
Si 2.1916 1.6097 9.5375 0.0229 0.0171 -0.0752
Si 6.3293 8.2545 21.1888 -0.0179 0.0365 0.0643
Si 3.4741 5.6184 9.7175 0.0139 0.0063 -0.0212
Si 3.4407 9.2285 17.1393 -0.0009 0.0092 0.0064
Si 5.6729 12.4467 11.6091 -0.0326 0.0121 -0.0099
Si 8.1183 11.794 9.8683 -0.021 -0.0578 -0.028
Si 16.9463 1.6101 9.7301 0.0066 -0.0163 -0.0865
Si -1.6842 9.142 9.873 -0.0512 -0.0119 -0.0734
Si 5.5257 7.9533 9.7162 -0.0076 -0.0013 -0.0161
Si -0.905 3.067 16.6949 -0.0084 0.0068 -0.0022
Si 12.3085 30.3386 14.0813 -0.0067 -0.0104 -0.003
Si -0.6843 7.7039 19.5463 -0.0179 0.006 -0.0467
Si 9.4586 12.9513 13.9272 0.0067 -0.0036 -0.0001
Si 9.7821 2.7615 21.5693 -0.0168 -0.0088 0.0271
Si 3.9817 -2.8315 9.9294 0.0239 0.0384 -0.0127
Si -1.121 -1.5992 19.0365 -0.004 -0.0079 -0.0151
Si 7.1741 5.7954 19.7293 -0.0119 -0.0039 -0.0372
Si 0.7788 4.4211 9.7224 0.0106 0.0145 -0.0118
Si 1.937 11.2096 18.7647 -0.0047 0.0183 0.019
Si 16.5237 14.7134 19.6836 -0.0166 -0.001 0.0061
Si 5.1908 17.3424 11.565 0.0079 -0.0057 0.0206
Si 10.3419 3.4892 11.7068 -0.0061 0.0152 0.0379
Si 15.2765 6.7837 21.1861 0.001 0.006 0.0019
Si 6.4805 14.8448 16.9556 -0.0152 0.0018 0.0066
Si 11.527 6.2103 14.662 -0.0044 -0.0039 0.0108
Si -4.525 14.9799 21.8639 -0.0253 -0.0133 0.0271
Si 4.5369 4.295 19.5432 0.0294 -0.0132 -0.0077
Si 0.9665 -0.829 10.8708 0.0088 -0.0049 0.0053
Si -2.2147 0.4789 16.9516 0.0004 -0.0183 -0.0028
Si -0.4697 9.0774 14.6411 -0.0117 0.0216 0.0067
Si 8.8018 18.1219 15.3505 -0.0122 0.0112 -0.006
Si 12.3315 11.776 13.7235 0.0064 0.0027 0.0088
Si 2.7592 13.0356 21.0198 0.022 0.0049 0.0401
O 7.1852 9.3237 20.2974 0.0107 0.0003 -0.0049
O 8.7083 -0.079 10.0285 0.0319 0.0218 -0.0169
O 3.9092 4.7671 11.0222 -0.0016 -0.0043 -0.0136
O 4.3157 -1.0788 15.5817 -0.0026 0.0008 0.0119
O 8.6391 11.5612 13.7466 0.0072 0.0079 -0.0073
O 15.2211 18.8371 20.2477 0.0095 0.0108 0.0175
O 4.2215 4.2669 17.941 0.0115 0.0036 0.0034
O 1.7278 12.2329 14.9136 -0.0024 0.0025 0.0046
O 2.8071 9.8408 18.5283 0.0081 -0.0083 0.0003
O 4.8065 7.8729 20.6792 -0.0066 -0.0094 0.0126
O 10.0488 5.5469 14.7168 0.0082 0.0092 0.0025
O 2.1002 2.8337 13.6583 -0.0096 0.0011 -0.002
O -0.5384 12.7594 13.8819 -0.0112 0.006 0.0047
O 10.6035 14.9378 17.2547 0.0038 0.0087 0.0071
O -0.0971 9.1787 10.2818 0.0126 -0.0037 0.0112
O 4.1358 7.1017 9.8474 -0.0035 -0.0126 -0.0186
O -2.4597 0.227 15.3641 0.0001 -0.0005 -0.0005
O -0.6567 6.0952 19.7725 0.0032 -0.0022 0.0207
O 10.5466 3.5937 20.4214 -0.004 0.0033 0.0101
O 4.3698 11.5738 11.1481 0.0085 0.003 -0.0098
O 5.8367 3.0055 10.4026 -0.0006 0.0079 -0.0045
O 0.2184 10.237 13.7591 0.0014 -0.0012 -0.0004
O 14.0055 12.2048 17.5204 0.0047 -0.0033 -0.0158
O 10.7204 14.9019 21.9433 0.0022 -0.0077 -0.0074
O 13.1995 3.0406 10.0126 -0.0052 -0.0033 -0.003
O 8.9229 4.228 11.9391 -0.0078 -0.0013 -0.0061
O 9.5233 9.3244 14.8283 0.0214 -0.0012 0.0033
O 5.5907 18.9431 16.1478 0.0128 0.0104 0.0115
O 2.6785 9.7 10.4322 -0.0282 -0.014 -0.0147
O 4.2614 2.7719 20.049 0.0163 0.0179 -0.0009
O 6.6866 6.6444 18.4061 -0.0008 -0.0084 0.0039
O 6.9831 10.2266 15.3106 -0.0014 0.0028 0.0072
O 1.5338 8.9648 8.2492 -0.006 0.0274 0.0036
O 3.938 14.4926 14.2511 -0.006 0.0019 0.0027
O 1.9401 0.4489 10.6295 -0.0287 -0.034 -0.004
O -0.3218 4.559 10.9068 -0.0088 -0.0059 -0.0054
O 9.2871 10.6539 9.9968 -0.0244 -0.0051 0.0022
O -3.9729 9.2503 12.9133 0.0032 0.0059 0.0003
O 8.1478 6.6723 12.7692 0.0078 -0.0053 -0.0142
O 8.3133 2.2837 21.0614 0.0318 0.0248 0.0292
O 11.8794 9.0396 16.0908 -0.0012 -0.0034 0.0039
O -2.2611 10.7546 19.5589 0.0056 0.0096 0.0206
O 7.6495 9.7077 17.7715 -0.0191 -0.0005 -0.0099
O 5.6004 0.4847 10.8586 0.0114 -0.0139 -0.0112
O 6.2861 16.4482 16.6619 0.0053 -0.0016 0.0063
O -0.1973 8.5011 20.8857 -0.0192 0.0036 0.009
O 4.6735 16.5077 12.8476 -0.0101 -0.0034 0.0056
O -2.438 8.2125 10.9613 0.0193 0.0293 -0.036
O 0.2978 11.0571 18.671 0.0103 -0.0016 0.0128
O 3.7679 0.2268 19.9144 0.0112 0.0121 0.0022
O 0.3542 3.2224 15.6582 0.0031 -0.0022 0.0157
O 6.128 0.9672 20.7107 -0.0009 0.0009 0.0115
O 5.0745 9.2356 17.1528 -0.0003 0.0008 0.0068
O 5.4014 1.116 18.1378 0.0085 0.0024 -0.0039
O -1.5658 2.1482 10.8156 -0.0093 -0.027 -0.0188
O 2.2138 7.4773 21.105 0.0129 -0.0131 0.022
O 9.3982 8.1804 19.144 0.0053 0.0012 0.0265
O -3.6354 1.0729 17.5132 0.005 0.0012 0.0134
O 10.7426 12.8826 20.2222 0.0035 -0.0003 0.0191
O 9.8452 12.5112 17.7107 -0.0035 0.0181 -0.0045
O 9.3127 16.6693 15.8455 0.0082 0.0031 0.0037
O 2.6361 7.8166 16.9122 0.001 -0.0001 0.0075
O 6.2293 14.0362 15.5524 0.0027 -0.0029 0.002
O 6.9324 7.7783 16.028 -0.0029 -0.0032 0.007
O 6.5335 7.7371 10.9664 0.0001 -0.0017 -0.0153
O 6.3538 4.9783 11.9814 0.0101 0.0011 -0.0158
O 9.0578 0.4986 12.6487 0.0116 -0.0091 -0.0114
O 3.9691 3.5515 15.3913 -0.0041 -0.0005 0.0026
O 11.0976 3.039 13.0965 0.0143 -0.0047 -0.0012
O 10.7158 4.1791 17.8956 0.0106 -0.0122 0.0005
O -0.5491 13.0908 11.0318 -0.004 -0.0055 -0.033
O 8.5846 5.0572 19.446 0.003 0.0045 0.0228
O 12.1075 6.4187 16.1795 0.0026 0.0004 0.0074
O 6.9996 11.6434 11.065 0.0373 -0.0042 -0.0386
O -0.1897 7.6431 13.8966 0.0037 0.0014 0.0012
O 5.6599 12.6923 13.2367 -0.0055 0.0123 0.0074
O 7.1611 6.8194 21.0204 0.0194 -0.0213 0.0223
O 14.577 10.1571 15.8876 0.0035 -0.0024 -0.0062
O 12.0249 7.962 18.4012 0.0081 -0.0082 -0.0022
O 1.8343 5.6838 9.7149 -0.0012 0.002 -0.0056
O 1.0324 11.4622 9.6583 -0.0253 0.0658 -0.0047
O -3.944 4.5244 14.2208 0.012 0.0011 0.0022
O 17.7021 4.5865 19.9224 -0.0237 0.0139 0.0078
O 8.2313 5.5637 16.6103 0.0072 -0.0038 0.0004
O 0.8999 5.1659 13.8827 0.0061 0.0083 -0.0008
O 1.4404 0.6006 21.1203 -0.0356 -0.0005 0.009
O 2.2766 11.6389 20.3111 -0.0104 -0.0109 -0.0187
O 3.7835 1.7524 9.3113 0.02 -0.0107 0.0235
O 1.4602 11.9377 12.2857 -0.0162 0.003 -0.0051

Results
free energy: -193614.845 eV
free energy less fixed offsets of As -4856.12, O -568.88, Si -635.61 eV per atom: -3.535 eV

The program warned: the cutoff lies below the one the program advises for these potential files; the forces do not sum to zero within the program's tolerance; the exchange-correlation potential is rough where the density is thin.
